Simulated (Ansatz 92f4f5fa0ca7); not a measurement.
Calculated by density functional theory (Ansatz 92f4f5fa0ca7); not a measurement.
Periodic cell of 168 atoms, Si98O70, from a study of silicon, its oxide and their interface. The atomic structure is a simulated model.

Settings
functional: r2SCAN
potential files: Ansatz norm-conserving
basis: plane waves
wave-function cutoff: 1300 eV
density cutoff ratio: 4
exchange-correlation grid ratio: 1
k mesh: 2 x 2 x 1, shifted by 0.5 0.5 0.5 of a step
self-consistency stop: 5e-08 eV per atom in the density residual
occupations: Fermi-Dirac, 0.05 eV
spin: none
net charge: 0

Cell vectors (angstrom)
a 11.5799 -0.0752 0.0522
b -0.0752 11.6348 0.0258
c 0.0953 0.047 21.1244

Atoms and the computed forces on them: element, x, y, z (angstrom), force x, y, z (eV/angstrom)
Si 0.1343 0.3814 -0.6162 1.269 1.5689 2.0112
Si -0.1547 3.3835 -0.0825 0.8602 -0.7234 1.3696
Si -0.2235 7.9366 -0.8163 -0.1514 -0.7296 -0.3028
Si 3.8113 0.3357 -0.0656 2.3334 0.8994 -2.1097
Si 3.9159 4.3464 0.3234 -0.0869 1.7753 1.7495
Si 2.9227 7.0846 -0.6032 -0.1625 1.8931 -1.6653
Si 7.1751 0.3805 -0.5555 3.9088 -0.1178 4.7478
Si 7.8454 3.4727 0.0763 0.3909 -0.6904 1.3889
Si 5.1871 8.1232 -1.5542 1.1913 -0.1882 -0.24
Si 2.1712 0.3487 1.2979 -3.9349 -3.6509 -0.8218
Si 1.9367 3.7616 1.6646 0.0209 -1.3445 -2.8786
Si 1.5794 7.8524 0.9411 -2.2311 -0.3052 0.8422
Si 5.7031 0.1232 1.4296 -0.031 0.2202 -1.558
Si 6.0294 4.1001 1.433 -1.0985 -0.9905 0.1667
Si 6.6035 7.6787 1.1033 1.1552 -1.5153 3.3006
Si 9.9505 -0.216 1.135 -2.3152 -2.4641 -2.0214
Si 9.6895 3.6434 1.5362 0.0009 -2.2067 -0.6423
Si 9.7266 7.5432 1.1033 -0.8475 -0.8113 0.4198
Si 2.1716 1.8147 2.8192 -0.0083 2.0286 3.2216
Si 1.7209 5.5996 2.8522 -0.5296 2.3057 0.5118
Si 1.6574 9.6922 2.3556 1.3338 0.6038 0.1825
Si 5.7467 2.0661 2.6493 1.0401 -0.3496 1.3915
Si 6.2802 5.8813 2.9063 -2.2035 0.7778 -1.3607
Si 5.7115 9.5342 2.3123 0.5029 0.1277 0.351
Si 9.9665 1.3895 2.8282 -1.0398 2.7779 -1.1444
Si 9.79 5.5974 2.697 1.1999 1.4318 -0.7615
Si 9.6227 9.4272 2.7116 0.9781 0.1371 -2.8781
Si 0.0699 2.0514 4.1437 1.0791 -0.507 0.9093
Si -0.2451 5.7575 4.3724 1.7703 -0.3297 0.0077
Si -0.1387 9.7757 3.9258 1.3236 -0.3797 0.8999
Si 4.387 1.6337 4.5866 -0.6849 0.6859 -1.6449
Si 3.8486 5.7819 3.9747 0.5299 -0.0588 0.0484
Si 3.7347 9.1129 3.7577 -0.8747 1.4793 -0.5128
Si 8.1916 1.7684 4.3318 -1.0834 -0.9663 -1.9344
Si 8.1144 5.7388 4.1998 -1.2441 0.3727 0.2726
Si 7.6272 9.4542 3.6862 -1.8872 0.0299 1.7315
Si -0.3112 -0.0093 5.334 1.1688 0.2246 0.9308
Si -0.1172 3.8495 6.0049 -0.3243 0.1211 -2.8082
Si 0.0788 7.9396 5.4771 -1.6416 -0.5343 -2.6355
Si 3.2644 -0.4231 5.0018 1.0485 0.8035 1.4848
Si 4.0169 3.8272 5.3594 0.0456 0.2464 0.2753
Si 3.4681 7.6087 5.5603 3.8941 -1.0875 -2.255
Si 7.3757 -0.2725 5.0412 2.3703 -0.4278 0.0303
Si 7.5636 3.7721 5.1552 1.646 -0.2336 2.0314
Si 7.4239 7.6298 5.4424 2.0565 0.7564 -1.2511
Si 1.8451 0.2887 6.9728 -1.5646 -0.0281 -2.366
Si 2.1018 4.0708 6.6307 -1.0878 -0.3259 1.5603
Si 1.7927 7.9287 6.8136 -1.3893 1.2212 3.8281
Si 5.6035 0.2287 6.2184 -1.7502 -0.7805 1.7832
Si 5.9432 4.1487 6.7694 -0.9881 -2.2125 0.2013
Si 5.5822 7.7407 6.8342 -0.6899 -0.5367 -0.3266
Si 9.2396 -0.8122 6.5234 0.2172 2.474 0.4624
Si 9.3654 3.4735 7.1137 -0.225 1.0041 -0.8632
Si 9.6401 7.4283 6.452 -2.1426 0.4643 3.1066
Si 1.6172 2.3515 8.252 1.1116 -0.1561 -1.116
Si 2.0089 5.9557 8.1057 -1.4832 -0.2313 1.6166
Si 1.3491 10.0717 8.1899 0.1639 -1.1183 -1.2067
Si 5.9364 1.9229 8.1444 -0.0598 -1.3953 0.3621
Si 6.0584 5.9082 8.192 -1.6481 -0.1582 1.912
Si 5.738 9.6298 8.0171 0.6811 3.1107 1.1601
Si 9.4307 1.3744 8.0752 -0.198 -1.44 -1.2561
Si 9.5223 5.6099 8.2507 0.3633 -0.6054 -1.5285
Si 9.3011 9.2356 8.2768 -1.6441 -0.0859 -1.4637
Si -0.3644 1.958 9.3486 -1.4263 0.6051 1.2124
Si -0.5382 6.1694 9.8307 -1.0353 0.9462 2.595
Si -0.4462 9.282 9.3872 1.1218 5.287 2.0181
Si 3.4148 2.4515 9.6903 -2.3181 1.9547 1.942
Si 3.8257 5.7792 9.4712 0.8292 -1.9273 0.56
Si 3.1321 10.3526 9.4441 1.4927 -1.421 3.8029
Si 7.7952 0.7034 9.5659 0.2695 1.585 0.6856
Si 7.7954 5.2844 9.7014 0.2014 3.0353 1.7753
Si 7.4599 9.8109 9.7344 -0.9031 1.2805 -1.6907
Si -2.5231 3.1045 11.4134 -0.6913 -3.307 -4.2531
Si 3.2009 -3.7287 11.4007 3.2248 1.7762 2.5427
Si -0.1792 11.4876 11.5873 1.2482 -2.8996 -1.4899
Si 2.6045 12.3311 11.96 0.855 1.2226 -2.6478
Si 8.4518 -3.0077 14.0109 0.8084 0.3148 -0.2626
Si 5.9341 9.5044 12.5912 -3.341 0.7189 -0.9819
Si 9.6703 11.4565 13.9817 -1.2198 -0.9014 6.7616
Si 8.6898 4.2073 14.029 -1.2909 0.1592 -2.1563
Si 2.6302 -2.8136 14.1 -0.5892 -0.2972 -0.5174
Si 10.5104 0.6576 16.7662 -1.3527 -0.94 0.4128
Si 1.5999 12.2804 17.8545 1.804 2.2725 -3.2814
Si 9.0552 -4.8687 11.9798 2.2645 -6.429 -0.5326
Si 18.5071 4.2476 18.9029 -4.0663 -0.629 -3.3823
Si 8.6024 7.4033 16.8384 -1.613 -6.2522 -3.4621
Si 2.2767 5.1255 18.2189 0.52 -1.3384 -1.5566
Si 1.2892 9.5584 16.4937 1.4764 -2.7692 -2.8755
Si -1.1074 9.5397 17.9472 -0.8155 -1.4875 -1.2814
Si 5.8677 -0.6095 19.2724 -4.3483 -0.3102 -5.2629
Si 4.2187 11.435 14.2596 2.6547 -0.6894 -0.5815
Si 7.8107 13.4961 15.6528 -0.0057 1.0349 -2.1153
Si 11.6728 5.1879 18.7346 0.7226 -0.3746 -0.9301
Si -6.4587 0.8569 16.2927 -4.5809 -4.8112 3.1726
Si 4.3787 3.2378 19.5409 -3.8596 -1.0714 0.7221
Si -2.2683 5.0144 16.9132 -0.5052 -0.3192 -0.0311
Si 3.1308 18.7761 16.3079 -5.8234 5.8921 -3.361
Si 5.6717 6.883 17.7602 -3.6115 -1.9191 0.9052
O -3.4585 7.1164 0.7167 -0.5764 1.9675 -0.3068
O 1.1913 0.2005 -1.8255 -0.471 -0.2781 2.4777
O 0.0874 4.7377 -0.9462 -0.4674 -2.0592 2.3728
O 3.0829 -7.9947 -2.571 -0.2851 1.9704 -1.1132
O -0.3246 1.9385 -0.997 -0.0453 1.9078 1.6097
O 11.371 -2.7202 -4.4362 -2.6044 -0.0668 2.8907
O 2.6614 -5.3525 -1.9724 0.359 -0.2689 0.7227
O 3.6569 8.3708 -1.3648 -1.8601 -0.2828 1.2939
O 3.6002 6.0634 0.3535 2.0131 -3.436 0.8717
O 1.0533 11.8329 -8.5911 -2.4551 -0.8308 -2.1442
O 5.2212 11.202 -3.5071 1.5166 2.3826 -0.788
O 7.7918 1.9115 -0.5967 -0.1785 0.6802 -0.0007
O 7.8568 4.6082 -1.1435 0.1436 -0.4079 2.7775
O 9.4199 4.2983 -5.7594 2.587 1.9804 3.1508
O 7.8776 4.1624 -3.4326 1.4761 -0.1409 -3.3311
O 5.6124 7.519 -0.0753 -0.1459 -0.1743 -3.1188
O 7.0368 7.0873 -3.6381 3.8824 0.834 -2.1172
O -2.3847 -1.6679 14.5832 1.4618 3.5672 -2.5174
O -1.13 3.0691 10.4501 0.3697 -0.7781 0.3919
O -1.216 5.9067 11.4348 -0.0568 1.9152 -2.1983
O -0.3615 9.4162 19.4171 -0.5663 -1.5178 0.1345
O -0.3608 9.8954 10.9929 0.3516 2.312 0.0975
O -4.7968 9.01 13.81 0.8446 -1.0342 -1.314
O 2.9323 2.2168 11.2943 -0.1702 -0.9337 -0.7084
O 0.9458 5.6254 9.655 1.8354 0.061 -2.3144
O -0.5498 19.4713 9.8131 0.5266 -6.3254 0.9803
O 3.5592 4.0929 9.5402 1.2204 0.634 0.7068
O 3.1374 8.7426 10.1135 -0.9943 2.0482 -2.8737
O 4.5778 13.2196 9.2683 2.0154 0.968 -1.4347
O 8.2802 1.5447 10.9722 -0.0182 0.2665 0.0146
O 7.964 4.014 10.6974 0.2368 0.0948 0.1414
O 7.8781 6.6427 10.9069 -1.5309 -0.3426 -3.5897
O 14.9058 11.3976 10.7571 -2.2907 -1.0161 1.0618
O 3.6201 6.4091 11.0262 -0.3438 -0.2828 -0.8109
O 4.6016 10.5872 8.8403 0.1207 -1.6561 -1.1821
O 3.324 0.7434 13.3712 1.6727 -0.2777 1.806
O -2.2853 -8.6445 12.9817 0.4185 2.5932 -0.634
O 2.0978 -3.3016 12.5202 0.7382 0.5375 0.8782
O 7.4913 3.4162 14.805 -0.2831 -2.8022 0.6779
O 3.81 9.9459 14.7022 -3.0742 -2.1327 -0.8135
O 4.6734 7.0141 16.4219 7.5872 -0.308 2.5251
O 4.4388 8.8025 12.1516 2.2622 -0.6875 1.1851
O 10.9714 0.1515 15.2491 -2.8645 -0.1925 -1.5806
O 8.6127 -0.6766 21.1806 -0.3186 2.706 0.0146
O 11.7255 0.5007 10.1814 -0.5605 1.3282 0.6581
O 9.292 8.1199 12.6802 -1.5532 2.1666 2.4206
O 8.4008 5.5172 12.9635 0.4679 -1.8141 3.6916
O 5.4367 10.9721 13.183 0.31 0.4883 -0.1603
O 2.473 5.9369 16.7774 -2.1386 -5.7623 2.1673
O 9.0105 1.5261 16.829 0.6781 0.1557 -1.0293
O 2.8632 7.2984 14.6581 0.7004 1.2507 0.9454
O 2.4534 8.5319 16.9445 1.2279 -1.869 -0.4277
O 4.2819 -0.6425 19.8074 0.7493 1.0064 1.5609
O 5.6728 5.3277 18.4032 0.6462 0.4584 0.136
O 6.2074 13.4128 16.1856 3.2653 0.7957 -0.2285
O 5.8208 2.9657 18.9339 2.7075 0.872 -0.003
O 8.5523 7.5607 15.2055 -0.2578 -0.8722 1.3542
O 14.7494 0.9692 17.355 0.4059 1.2121 -0.251
O 9.0887 8.5144 17.6865 3.9607 5.1442 4.0018
O 11.7983 13.0467 17.2518 0.6679 -0.9141 1.2545
O 18.4631 9.4857 11.2847 -0.2384 -0.222 1.64
O 10.0931 0.0497 12.4308 0.9549 -0.1538 0.3141
O -1.6383 11.0398 17.8968 1.2302 3.0861 -2.2667
O -1.0676 4.4151 17.9555 -1.2438 1.3735 -1.7885
O 3.6391 13.4726 20.2616 1.34 0.2034 0.1711
O 1.2137 9.4873 14.8381 2.0222 0.0744 -0.8027
O 1.553 10.821 17.295 -0.6814 -0.2771 -0.7034
O 6.2011 -2.155 19.1885 1.5868 -0.569 0.7341
O -0.0092 18.4714 19.0273 -1.6814 2.9806 0.9822
O 8.4274 12.4227 14.477 -1.1008 0.8201 0.5688

Results
free energy: -43980.047 eV
free energy less fixed offsets of O -463.61, Si -117.95 eV per atom: 31.753 eV
pressure: -1.71 GPa
stress xx, yy, zz, yz, xz, xy (GPa, positive in tension): -0.46, 2.35, 3.25, -0.27, -0.62, -1.01
